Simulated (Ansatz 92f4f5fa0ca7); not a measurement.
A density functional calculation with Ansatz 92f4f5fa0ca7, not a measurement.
Periodic cell of 227 atoms, Si134O92H1, from a study of silicon, its oxide and their interface. The atomic structure is a simulated model.
Doubt: the cutoff is far below the 930 eV that the study's wrapper takes by default for these files, so forces and energies are approximate.
This geometry differs little from another in the collection (a relaxation step or a small displacement).

Settings
functional: PBE
potential files: Ansatz PAW
basis: plane waves
wave-function cutoff: 580 eV
density cutoff ratio: 5
exchange-correlation grid ratio: 1
k mesh: 1 x 1 x 1, Gamma-centred
self-consistency stop: 5e-08 eV per atom in the density residual
occupations: fixed
spin: none
net charge: +1 e, with a uniform compensating background and no finite-size correction

Cell vectors (angstrom)
a, 10.938, 0, 0
b, 0, 10.938, 0
c, 0, 0, 32.2092

Atoms: element, x, y, z (angstrom)
Si, 0.2042, -0.3789, 24.8349
Si, 5.4705, -0.3363, 24.6846
Si, 2.5565, 2.9144, 24.7496
Si, 7.9564, 3.0947, 24.5766
Si, 0.1596, 5.0144, 24.6864
Si, 5.6582, 5.3043, 24.8407
Si, 2.4245, 8.2644, 24.9365
Si, 7.821, 8.453, 24.6475
Si, 1.3681, 1.3103, 26.0323
Si, 6.7801, 1.3507, 25.8149
Si, 4.0608, 4.1151, 26.0898
Si, 9.5252, 4.0125, 26.1001
Si, 1.1841, 6.7103, 26.0829
Si, 6.8542, 6.8456, 26.1034
Si, 4.0621, 9.4589, 26.1548
Si, 9.4495, 9.5213, 26.0484
Si, 2.7455, -0.0045, 27.4427
Si, 8.1497, 0.0556, 27.3596
Si, 0.0093, 2.6793, 27.4284
Si, 5.4826, 2.7078, 27.3653
Si, 2.6979, 5.4838, 27.4398
Si, 8.2384, 5.4759, 27.4409
Si, -0.0783, 8.1849, 27.4287
Si, 5.4822, 8.1682, 27.48
Si, 4.1018, 1.3673, 28.791
Si, 9.5708, 1.3673, 28.791
Si, 1.3673, 4.1018, 28.791
Si, 6.8362, 4.1018, 28.791
Si, 4.1018, 6.8362, 28.791
Si, 9.5708, 6.8362, 28.791
Si, 1.3673, 9.5708, 28.791
Si, 6.8362, 9.5708, 28.791
Si, 0, 0, 30.1582
Si, 5.469, 0, 30.1582
Si, 2.7345, 2.7345, 30.1582
Si, 8.2035, 2.7345, 30.1582
Si, 0, 5.469, 30.1582
Si, 5.469, 5.469, 30.1582
Si, 2.7345, 8.2035, 30.1582
Si, 8.2035, 8.2035, 30.1582
Si, 1.3673, 1.3673, 31.5255
Si, 6.8362, 1.3673, 31.5255
Si, 4.1018, 4.1018, 31.5255
Si, 9.5708, 4.1018, 31.5255
Si, 1.3673, 6.8362, 31.5255
Si, 6.8362, 6.8362, 31.5255
Si, 4.1018, 9.5708, 31.5255
Si, 9.5708, 9.5708, 31.5255
Si, 2.7345, 0, 0.6835
Si, 8.2035, 0, 0.6835
Si, 0, 2.7345, 0.6835
Si, 5.469, 2.7345, 0.6835
Si, 2.7345, 5.469, 0.6835
Si, 8.2035, 5.469, 0.6835
Si, 0, 8.2035, 0.6835
Si, 5.469, 8.2035, 0.6835
Si, 4.1018, 1.3673, 2.0507
Si, 9.5708, 1.3673, 2.0507
Si, 1.3673, 4.1018, 2.0507
Si, 6.8362, 4.1018, 2.0507
Si, 4.1018, 6.8362, 2.0507
Si, 9.5708, 6.8362, 2.0507
Si, 1.3673, 9.5708, 2.0507
Si, 6.8362, 9.5708, 2.0507
Si, 0, 0, 3.418
Si, 5.469, 0, 3.418
Si, 2.7345, 2.7345, 3.418
Si, 8.2035, 2.7345, 3.418
Si, 0, 5.469, 3.418
Si, 5.469, 5.469, 3.418
Si, 2.7345, 8.2035, 3.418
Si, 8.2035, 8.2035, 3.418
Si, 1.3758, 1.3758, 4.6943
Si, 6.8565, 1.377, 4.7739
Si, 4.1, 4.1289, 4.7674
Si, 9.5672, 4.1447, 4.7944
Si, 1.3542, 6.8558, 4.8655
Si, 6.8207, 6.8852, 4.7702
Si, 4.1009, 9.559, 4.7891
Si, 9.6026, 9.5488, 4.8378
Si, 2.7365, 0.0491, 6.058
Si, 8.2562, 0.0733, 6.1598
Si, 0.0969, 2.788, 6.0476
Si, 5.5638, 2.829, 6.0967
Si, 2.7728, 5.4939, 6.2026
Si, 8.2833, 5.6353, 6.1388
Si, 0.0475, 8.2274, 6.3595
Si, 5.4588, 8.2246, 6.2041
Si, 3.9255, 1.6534, 7.2589
Si, 9.9436, 1.2405, 7.3718
Si, 1.6738, 3.831, 7.4623
Si, 6.7346, 4.4613, 7.3752
Si, 4.3913, 6.5664, 7.553
Si, 9.2787, 7.1822, 7.711
Si, 1.2222, 9.9444, 7.5291
Si, 7.0403, 9.4598, 7.4393
O, 5.5359, 5.4399, 7.9396
O, 0.0386, 0.0852, 7.9477
O, 2.8234, 2.7164, 7.8551
O, 8.171, 8.3746, 7.9131
O, 1.388, 9.4586, 24.4622
O, 6.7065, 4.1411, 24.3431
O, 6.6466, 9.5371, 24.1682
O, 1.4032, 3.9997, 24.2928
O, 6.4219, 10.0546, 8.8553
O, 1.0836, 4.2566, 8.9537
O, 1.9747, 9.5452, 8.9509
O, 7.6303, 4.0913, 8.7224
O, 9.493, 6.7292, 9.3249
O, 4.5625, 0.9274, 8.5758
O, 3.8137, 7.0284, 9.0293
O, 9.5767, 2.1617, 8.6942
O, 4.5026, 0.0427, 23.3729
O, 8.6992, 3.142, 23.0561
O, 10.3886, 5.25, 23.1958
O, 5.2075, 6.0984, 23.4607
O, 8.4173, 7.8114, 23.2476
O, 3.2849, 2.3784, 23.3527
O, 2.9093, 7.4617, 23.5855
O, 10.5202, -0.0045, 23.3384
Si, -0.376, 9.1322, 12.3641
Si, 9.221, 2.7382, 14.7734
Si, 4.2784, 12.069, 14.2832
Si, 0.0598, 11.5764, 13.6939
Si, 10.4263, 4.9123, 16.657
Si, 2.1822, 4.8435, 14.8883
Si, 11.0323, 3.7876, 19.5596
Si, 3.4341, 0.97, 22.5498
Si, 2.0823, 9.5179, 10.5699
Si, 0.1906, -3.0328, 20.6111
Si, 7.2527, 1.8665, 18.5563
Si, 8.2397, 2.7464, 9.3953
Si, 4.6438, -0.3552, 11.6972
Si, 8.769, 6.9733, 10.7867
Si, 1.4503, 4.3003, 10.5342
Si, 5.0245, 11.3719, 19.9938
Si, 11.3853, -0.2025, 21.9665
Si, 3.4497, 6.7917, 10.6025
Si, 9.3338, 4.4268, 22.234
Si, 3.5245, 7.457, 15.4727
Si, 4.8164, 3.4452, 15.8677
Si, 9.4195, 4.1344, 11.8471
Si, -0.692, 0.9362, 19.2881
Si, 15.7429, 0.9465, 17.1636
Si, 6.5191, 4.8147, 17.6912
Si, 0.9936, -1.7903, 14.9204
Si, 12.8612, 2.6356, 12.7109
Si, 2.198, 5.6302, 20.6029
Si, 15.2091, 6.5678, 18.4755
Si, 6.4685, -2.4501, 14.6993
Si, 5.5725, 8.3439, 20.5303
Si, 8.4069, 7.1384, 16.8812
Si, 6.0034, 7.7489, 11.6975
Si, 7.5987, 0.3605, 15.7817
Si, 8.2916, 7.1828, 21.7473
Si, 3.9692, 6.716, 22.6323
Si, 5.9294, 0.5852, 9.3529
Si, 9.8702, -1.2786, 17.245
O, 9.5481, 7.6665, 20.8378
O, 5.996, 15.4759, 16.1438
O, 11.598, -1.7283, 21.4563
O, 7.2511, 14.3663, 18.1945
O, 5.6448, 9.9735, 20.5028
O, 8.9274, -0.1929, 16.4497
O, 7.1166, 1.628, 9.1152
O, 1.0235, -4.3293, 21.1445
O, 6.7065, -2.9494, 13.1704
O, 12.5157, 4.2087, 20.1066
O, 0.4767, -2.8903, 19.0006
O, 0.619, 9.7417, 11.2351
O, -1.4338, 8.1571, 11.6517
O, 1.6845, 4.015, 13.5844
O, 5.2526, 9.1355, 11.3531
O, 3.2918, 5.4729, 21.7927
O, 7.1982, 7.4092, 10.6492
O, 4.3313, 0.1746, 18.4943
O, -0.3329, 10.572, 18.3789
O, 1.9446, 0.3764, 22.265
O, -1.0291, 10.503, 13.0656
O, 4.8092, -0.0201, 13.2901
O, 7.4819, 7.6372, 15.6361
O, 4.1687, 0.3813, 15.7816
O, -2.1621, -5.318, 11.7049
O, 4.6327, 13.488, 17.2572
O, 2.305, 3.0375, 11.1808
O, 2.6149, 8.0874, 11.1097
O, 9.216, 3.6043, 13.3975
O, 5.1188, -3.0909, 19.0318
O, 9.7158, 6.3431, 16.337
O, 5.2034, 5.2166, 18.5779
O, 9.4563, 3.7281, 16.0489
O, -0.5228, 1.6408, 14.8265
O, 6.7788, -11.7626, 15.0227
O, 2.4105, 8.6267, 15.4851
O, 6.6141, 11.8422, 17.1736
O, 10.9713, 4.3081, 11.3657
O, 14.7373, -4.0888, 16.9545
O, 5.5917, 0.7087, 10.9385
O, 6.9976, 7.7348, 20.9406
O, 7.8796, 1.7653, 14.9995
O, 9.988, 14.8143, 20.8175
O, 1.2207, 10.7017, 14.4507
O, 2.4227, 5.5635, 10.8255
O, 13.8368, 6.2739, 14.5151
O, 11.8752, 4.9874, 15.9219
O, 0.4028, 8.351, 13.6044
O, 4.449, 7.8725, 21.5902
O, 10.901, 9.0539, 16.1681
O, 0.6387, 12.5765, 12.5548
O, 8.6, 3.0477, 10.951
O, 10.4843, 0.5907, 20.8489
O, 10.5877, 4.7172, 18.2767
O, 8.6816, 1.2948, 18.9242
O, 2.8899, 6.356, 19.2998
O, 11.1346, -8.6773, 18.9671
O, 6.2086, 12.4601, 19.7063
O, 14.2805, 4.0163, 15.6588
O, 8.2083, 5.5463, 21.8055
O, 4.8128, 6.6182, 11.5332
O, 4.91, 8.1512, 14.9961
O, -2.0753, 8.4591, 17.7435
O, 5.2398, 13.3678, 14.6454
O, 3.101, -0.2802, 11.176
O, 7.5507, -4.8732, 17.7816
O, 4.0374, 1.161, 21.0317
O, 13.934, 1.7767, 13.5713
H, 1.3231, -3.2774, 18.7166

Results
free energy: -137529.249 eV
free energy less fixed offsets of H -15.97, O -568.88, Si -635.61 eV per atom: -4.579 eV

Forces (eV/angstrom), in the order of the atoms: element, x, y, z
Si, -0.0136, 0.0209, 0.0273
Si, 0.0115, -0.0057, -0.0299
Si, 0.0092, -0.0186, 0.0085
Si, 0.0461, 0.0147, -0.0044
Si, 0.0154, 0.0633, 0.0019
Si, -0.0416, 0.0025, 0.0238
Si, -0.0055, 0.0025, -0.0611
Si, 0.0233, -0.0486, 0.0508
Si, -0.011, -0.0135, -0.0197
Si, -0.0059, -0.022, 0.0135
Si, 0.0057, -0.0013, -0.0075
Si, -0.0248, -0.0277, -0.0205
Si, -0.0178, -0.0559, -0.0192
Si, 0.008, 0.0367, -0.0341
Si, -0.0134, -0.0065, 0.0065
Si, 0.0067, 0.0076, -0.0259
Si, 0.0107, 0.0208, 0.0077
Si, 0.0109, 0.0124, -0.002
Si, 0.0061, -0.0079, 0.0196
Si, -0.0031, 0.0199, -0.0028
Si, 0.0125, 0.0098, -0.0043
Si, 0.0035, 0.0134, 0.0108
Si, -0.0156, 0.0108, 0.0103
Si, 0.0053, -0.0237, 0.0107
Si, 0.2264, 0.0272, -0.0578
Si, -0.2143, -0.1726, -0.0479
Si, -0.0903, -0.1706, 0.0459
Si, 0.0137, -0.1117, -0.2845
Si, -0.1941, -0.1424, 0.2944
Si, -0.0901, -0.0645, 0.5396
Si, -0.2023, -0.1169, -0.1597
Si, 0.0501, 0.304, -0.0639
Si, -0.1183, -0.1116, -0.0189
Si, -0.0117, -0.0041, -0.006
Si, 0.0086, 0.0346, -0.0327
Si, 0.0137, 0.0024, -0.0209
Si, -0.0303, -0.008, 0.0081
Si, -0.1232, -0.0837, -0.0178
Si, -0.0039, -0.0508, -0.0034
Si, 0.0473, -0.005, -0.0024
Si, 0.0322, 0.0025, -0.0324
Si, 0.0093, 0.0024, -0.0334
Si, 0.0142, -0.0169, 0.0015
Si, -0.0025, 0.0098, -0.0201
Si, 0.0107, -0.0233, -0.0192
Si, -0.0213, 0.0501, -0.0304
Si, -0.0034, 0.0488, -0.0228
Si, 0.0234, -0.0125, 0.0063
Si, 0.0072, -0.0317, 0.0265
Si, -0.0545, 0.0483, -0.0021
Si, -0.0065, -0.002, 0.0283
Si, 0.0199, -0.0425, 0.0104
Si, -0.0091, 0.026, 0.0101
Si, 0.0071, -0.0159, 0.0191
Si, -0.0034, -0.0007, 0.0181
Si, -0.0481, -0.0123, 0.029
Si, 0.0186, 0.0913, -0.0051
Si, 0.0059, -0.0425, 0.0141
Si, 0.1032, 0.0323, 0.013
Si, -0.001, 0.0289, 0.0109
Si, 0.0292, -0.0358, 0.0154
Si, 0.0189, 0.039, 0.0272
Si, -0.0292, 0.0166, 0.0126
Si, 0.1101, 0.0771, 0.0002
Si, -0.1764, -0.2886, -0.1537
Si, 0.0394, -0.0643, 0.0935
Si, 0.29, 0.1811, -0.4361
Si, 0.1056, 0.1992, -0.0005
Si, 0.1204, 0.2311, 0.207
Si, 0.037, 0.162, -0.1368
Si, -0.1759, -0.1062, 0.2391
Si, 0.131, 0.2549, 0.0122
Si, -0.015, -0.0064, -0.0112
Si, 0.0102, -0.0108, 0.017
Si, 0.0282, -0.0021, -0.0124
Si, -0.0018, -0.0084, -0.007
Si, 0.0026, -0.0131, 0.0141
Si, -0.0147, 0.0091, -0.0104
Si, 0.0142, -0.0181, -0.0075
Si, -0.0214, -0.0018, 0.0122
Si, 0.0104, -0.0096, -0.005
Si, -0.0113, 0.0078, -0.0131
Si, -0.0081, 0.0089, 0.0105
Si, 0.0088, -0.0143, -0.012
Si, -0.0217, 0.0192, -0.0045
Si, 0.0354, 0.0016, -0.004
Si, 0.0237, -0.0031, -0.0251
Si, -0.0063, 0.0098, 0.0154
Si, 0.0791, -0.0238, -0.0477
Si, -0.0126, 0.0003, 0.0145
Si, -0.0029, 0.0083, 0.0147
Si, 0.0212, -0.0488, 0.0273
Si, 0.0013, 0.0306, 0.0004
Si, -0.0152, -0.0176, 0.0295
Si, 0.0018, 0.0015, 0.0505
Si, -0.0066, 0.0291, -0.0339
O, -0.0133, 0.0388, 0.0027
O, 0.0088, 0.0072, -0.0088
O, -0.0649, 0.0496, 0.0066
O, -0.007, -0.0206, 0.012
O, 0.0118, -0.0532, 0.0223
O, 0.02, 0.0341, -0.0139
O, -0.0105, -0.0012, -0.0129
O, -0.0061, 0.0116, -0.0136
O, 0.0103, -0.0111, 0.0046
O, -0.0021, -0.0027, -0.0194
O, -0.0095, 0.0042, -0.0205
O, 0.0115, -0.0102, 0.0011
O, 0.0168, -0.0016, -0.0248
O, -0.0463, -0.017, 0.0598
O, 0.0074, -0.0064, -0.0168
O, -0.0164, -0.0055, 0.0053
O, 0.0248, -0.0091, -0.0028
O, 0.0028, -0.0103, -0.0021
O, -0.0053, -0.0205, 0.0017
O, 0.0157, -0.0102, -0.004
O, -0.0049, 0.0009, -0.0386
O, -0.0214, -0.0004, -0.0118
O, -0.0175, 0.0222, 0.0314
O, 0.0321, 0.0069, -0.0568
Si, -0.005, -0.0015, -0.0436
Si, 0.0653, 0.0291, -0.0753
Si, -0.0047, 0.0177, -0.0725
Si, 0.0173, -0.0134, -0.0659
Si, 0.0046, 0.019, 0.0035
Si, -0.0152, 0.0096, -0.0536
Si, 0.0075, 0.022, 0.0541
Si, -0.1486, -0.0522, -0.0773
Si, -0.0222, 0.0122, -0.0088
Si, 0.0079, -0.0176, 0.092
Si, 0.1723, 0.1842, 0.0821
Si, -0.005, -0.0128, -0.0155
Si, -0.0031, -0.0133, -0.021
Si, -0.0058, 0.0083, -0.0039
Si, 0.0041, -0.0131, 0.0061
Si, -0.1531, -0.0227, 0.1763
Si, 0.0869, 0.0707, 0.0445
Si, 0.0002, -0.0064, -0.0099
Si, -0.0025, 0.0018, -0.0203
Si, 0.0032, -0.0046, 0.0265
Si, -0.01, 0.0376, -0.1059
Si, 0.0078, 0.0066, -0.0411
Si, 0.1325, -0.0447, 0.1425
Si, -0.3488, -0.046, -0.0917
Si, 0.0275, 0.1476, 0.0444
Si, 0.0223, -0.0119, -0.0538
Si, -0.0071, -0.0065, -0.0468
Si, -0.0218, 0.009, 0.0139
Si, -0.0337, 0.0362, 0.0114
Si, 0.0099, -0.048, -0.0463
Si, -0.0117, -0.0543, 0.0377
Si, -0.0822, -0.098, -0.0234
Si, 0.0113, 0.0097, -0.0324
Si, 0.1426, -0.1553, -0.3436
Si, 0.0251, -0.0062, 0.0301
Si, -0.0093, -0.0022, 0.0043
Si, 0.0581, 0.0081, -0.0135
Si, 0.0288, -0.0408, 0.0255
O, 0.0109, -0.0178, -0.0024
O, 0.015, -0.055, 0.0403
O, -0.0326, -0.0284, -0.0397
O, -0.0044, 0.3236, 0.0161
O, 0.0024, 0.0343, -0.0388
O, -0.0451, 0.0293, 0.0266
O, 0.0003, 0.0176, 0.0085
O, -0.0083, 0.031, -0.0614
O, -0.0013, 0.0017, 0.0627
O, 0.0166, 0.0319, -0.0155
O, -0.0161, 0.0077, -0.0212
O, 0.0292, -0.0016, 0.009
O, 0.0003, -0.0111, 0.0085
O, 0.0075, -0.0072, 0.0296
O, 0.0026, -0.001, 0.0159
O, 0.0063, 0.0113, -0.011
O, 0.0104, -0.0068, 0.0034
O, 0.0647, 0.0327, -0.0152
O, -0.0565, 0.0333, -0.013
O, 0.0407, 0.0396, -0.07
O, 0.0168, -0.004, 0.0305
O, 0.0052, -0.0059, 0.0328
O, 0.0183, -0.0243, 0.0824
O, 0.0613, 0.0505, 0.1197
O, -0.0003, 0.0049, 0.0118
O, 0.0491, -0.0409, 0.0247
O, 0.0003, 0.0092, 0.009
O, 0.0018, -0.001, 0.0113
O, -0.0039, -0.0026, 0.0299
O, 0.0089, 0.0077, 0.0076
O, -0.0668, 0.0185, 0.0461
O, 0.0482, -0.0474, -0.0324
O, -0.0129, -0.0177, 0.0147
O, -0.0202, -0.0044, 0.0378
O, 0.0479, 0.0892, 0.0906
O, 0.0205, -0.0452, 0.0184
O, -0.1638, -0.3134, -0.3296
O, 0.0027, -0.0019, 0.0145
O, -0.01, 0.0451, -0.0998
O, 0.0138, 0.0166, 0.0145
O, 0.0034, 0.0075, -0.0225
O, -0.0678, -0.0473, 0.0856
O, -0.0134, 0.0156, 0.0213
O, -0.0211, 0.0028, 0.0269
O, 0, -0.0019, 0.0131
O, 0.0037, 0.0055, 0.0618
O, 0.0133, -0.0051, 0.016
O, 0.0073, 0.0077, 0.0386
O, 0.0068, -0.0024, -0.0253
O, 0.0035, 0.0079, 0.0031
O, 0.0093, 0.0077, 0.0348
O, -0.0136, -0.0079, -0.0081
O, 0.0617, -0.0213, -0.0484
O, 0.0086, -0.0056, -0.0334
O, 0.1868, -0.0332, 0.0631
O, -0.0088, -0.0273, 0.0087
O, -0.0417, -0.0389, -0.0408
O, -0.1522, -0.0555, 0.2291
O, 0.0007, 0.0081, 0.0312
O, 0.0238, 0.0259, -0.006
O, -0.0084, -0.0066, 0.0138
O, -0.0129, -0.0006, 0.0394
O, 0.0048, -0.0005, -0.0019
O, 0.0095, -0.0035, 0.0405
O, -0.0081, -0.0061, 0.0041
O, 0.0057, 0.0019, -0.1331
O, 0.0618, -0.0611, -0.0141
O, 0.0068, -0.0006, 0.0343
H, -0.0039, 0.0044, 0.0178

The program warned: the cutoff lies below the one the program advises for these potential files; the forces do not sum to zero within the program's tolerance; the exchange-correlation potential is rough where the density is thin.
